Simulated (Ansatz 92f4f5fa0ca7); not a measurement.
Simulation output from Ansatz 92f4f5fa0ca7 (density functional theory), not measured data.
Periodic cell of 184 atoms, Si120O64, from a study of silicon, its oxide and their interface. The atomic structure is a simulated model.

Settings: functional r2SCAN; potential files Ansatz PAW; basis plane waves; wave-function cutoff 800 eV; density cutoff ratio 5; exchange-correlation grid ratio 1; k mesh 1 x 1 x 1, shifted by 0.5 0.5 0 of a step; self-consistency stop 1e-10 eV per atom in the density residual; occupations fixed; spin none; net charge 0.

Cell vectors (angstrom)
a, 10.887, 0, 0
b, 0, 10.887, 0
c, 0, 0, 27.2574

Atoms and the computed forces on them: element, x, y, z (angstrom), force x, y, z (eV/angstrom)
Si, 0.3199, -0.0423, 0.2096, -0.005, 0.0151, -0.0818
Si, 2.7012, 3.1187, 0.2766, 0.0126, -0.0033, -0.0659
Si, 0.2167, 5.0388, -0.0488, -0.0154, -0.0094, -0.0857
Si, 2.4687, 8.547, 0.0977, 0.0211, -0.0001, -0.097
Si, 5.3928, -0.2149, 0.381, -0.017, -0.0004, -0.065
Si, 7.9924, 3.123, -0.1192, 0.0174, 0.005, -0.0922
Si, 5.7131, 5.3593, -0.0649, -0.0151, 0.0127, -0.1064
Si, 7.8268, 8.6715, 0.0153, 0.0083, -0.0018, -0.1007
Si, 1.5299, 1.4479, 1.5054, -0.0008, 0.0003, 0.0035
Si, 4.188, 4.3515, 1.4701, 0.0019, -0.0007, 0.0016
Si, 1.2759, 6.8339, 1.1805, 0.0003, -0.0014, 0.0033
Si, 3.9932, 9.4345, 1.6848, -0.0022, 0.001, 0.0008
Si, 6.789, 1.482, 1.2214, 0.0017, 0.0002, 0.0021
Si, 9.537, 4.0674, 1.4002, 0, -0.0002, 0.0066
Si, 6.862, 6.9094, 1.2857, -0.0004, -0.0004, 0.0062
Si, 9.4914, 9.6993, 1.3341, 0.0011, -0.0016, 0.0045
Si, 0.014, 2.7244, 2.778, -0.0004, -0.001, -0.0018
Si, 2.7419, 0.0525, 2.9211, 0.0018, 0.0016, -0.0002
Si, -0.0593, 8.203, 2.6281, -0.0013, -0.0009, -0.0013
Si, 2.6783, 5.6041, 2.7195, -0.0002, 0.001, -0.0015
Si, 5.482, 2.8151, 2.6987, -0.0017, -0.0023, -0.0008
Si, 8.1286, 0.139, 2.698, 0, 0.0006, -0.0003
Si, 5.4678, 8.0788, 2.8271, 0.0018, -0.0015, -0.0005
Si, 8.1988, 5.5231, 2.6875, 0.0011, 0.0007, -0.0018
Si, 1.3775, 4.1444, 4.0664, 0.0005, 0, 0.001
Si, 4.154, 1.4433, 4.1279, 0.0006, 0.002, 0.0002
Si, 1.2975, 9.5311, 4.0954, -0.0012, -0.0012, 0.0002
Si, 4.0572, 6.8106, 4.1784, 0.0002, -0.0007, 0.0001
Si, 6.8372, 4.144, 4.0633, 0.0006, 0.0004, 0.0011
Si, 9.5199, 1.3888, 4.1246, -0.0001, -0.0007, -0.0007
Si, 6.8153, 9.5723, 4.0615, 0.001, -0.0003, 0.001
Si, 9.5348, 6.8603, 4.0682, 0.0008, 0.0003, 0.0008
Si, -0.0406, -0.0093, 5.4796, 0.0006, 0.0001, 0.0005
Si, 2.7346, 2.7642, 5.4481, 0.0004, 0.0001, 0.0003
Si, 0.0092, 5.4879, 5.4233, 0.0006, -0.001, 0.0002
Si, 2.6974, 8.2083, 5.4667, 0.0002, -0.0006, 0.0003
Si, 5.4713, 0.0335, 5.4502, 0.0008, -0.0011, -0.0001
Si, 8.1726, 2.7769, 5.4453, 0.0004, 0, 0
Si, 5.4338, 5.4174, 5.4734, 0.001, 0, 0.0006
Si, 8.1667, 8.198, 5.4404, 0.0002, 0.0003, 0.0004
Si, 1.3746, 1.362, 6.7907, 0, 0.0002, 0.0008
Si, 4.097, 4.0632, 6.8483, -0.0003, -0.0001, 0.0002
Si, 1.3539, 6.8207, 6.8104, 0.0003, 0.0003, 0.0012
Si, 4.0866, 9.5555, 6.7898, 0.0005, -0.0002, 0.0006
Si, 6.8337, 1.3761, 6.7983, 0.0002, 0.0004, 0.0007
Si, 9.5442, 4.1192, 6.7868, 0.0004, -0.0004, 0.0005
Si, 6.8015, 6.8091, 6.7972, 0.0005, 0.0002, 0.0008
Si, 9.5131, 9.5165, 6.8501, 0.0003, 0, 0.0002
Si, -0.02, 2.7115, 8.1285, 0.0002, 0.0003, 0.0011
Si, 2.7318, -0.0146, 8.1645, 0.0004, 0.0004, 0.001
Si, 0.0037, 8.1563, 8.1999, 0.0006, 0.0004, 0.0008
Si, 2.7025, 5.4355, 8.1461, 0.0005, 0.0003, 0.001
Si, 5.477, 2.6933, 8.1829, 0.0007, -0.0001, 0.0007
Si, 8.1292, -0.0168, 8.1752, 0.0003, 0, 0.0003
Si, 5.4236, 8.165, 8.1429, 0.0005, 0.0001, 0.001
Si, 8.1919, 5.4587, 8.1648, 0.0005, 0.0002, 0.001
Si, 1.3159, 4.0839, 9.4826, -0.0001, 0, 0.0009
Si, 4.1298, 1.2986, 9.5138, -0.0004, 0.0002, 0.0006
Si, 1.3952, 9.4938, 9.551, -0.0002, -0.0002, 0.0009
Si, 4.0622, 6.7902, 9.4847, 0.0004, -0.0005, 0.0008
Si, 6.8789, 4.0439, 9.5178, 0.0002, -0.0001, 0.0004
Si, 9.5273, 1.3129, 9.4895, 0.001, -0.0003, 0.0007
Si, 6.7743, 9.4928, 9.5406, 0.0007, -0.0004, 0.0009
Si, 9.5125, 6.8244, 9.5718, -0.0003, 0.0002, 0.0009
Si, -0.0449, -0.0733, 10.8563, -0.0008, 0.001, -0.0005
Si, 2.6844, 2.6563, 10.7271, 0.0001, -0.0001, 0.0001
Si, -0.0073, 5.4496, 10.9044, 0.0005, 0.0002, 0.0004
Si, 2.7421, 8.1042, 10.9306, 0.0012, -0.0006, 0.0001
Si, 5.4419, -0.0737, 10.9498, 0.0008, -0.0004, -0.0001
Si, 8.2261, 2.6453, 10.9065, 0.0009, -0.0012, 0.0004
Si, 5.4779, 5.4405, 10.7657, -0.0008, 0.0009, -0.0005
Si, 8.1341, 8.1763, 10.9506, -0.0007, 0.0006, -0.0002
Si, 1.3356, 1.3135, 12.0984, 0.0004, -0.0007, -0.0005
Si, 4.0918, 4.0121, 11.9533, 0.0008, -0.0012, -0.0003
Si, 1.3443, 6.7823, 12.318, 0, 0, -0.0019
Si, 4.0851, 9.4309, 12.3389, -0.0006, 0, -0.0012
Si, 6.9049, 1.2265, 12.2748, 0.0011, 0.0017, -0.0016
Si, 9.5767, 4.0396, 12.252, -0.0005, 0.0001, -0.0016
Si, 6.7424, 6.7687, 12.2412, 0.0008, -0.0015, 0.0009
Si, 9.5314, 9.5012, 12.3522, 0.0012, 0.0007, 0.0008
Si, 0.1883, 2.7516, 13.5472, 0.0004, -0.0007, 0.002
Si, 2.4961, -0.1552, 13.4905, 0, -0.0007, 0.0038
Si, -0.0842, 8.0436, 13.7846, 0.002, 0.0001, 0.0046
Si, 2.8432, 5.3271, 13.3943, -0.0005, 0.0003, 0.0044
Si, 5.3478, 2.5928, 13.2979, 0.0015, -0.0014, 0.0022
Si, 8.2846, 0.0257, 13.8515, -0.0021, -0.0011, 0.0022
Si, 5.4918, 8.1271, 13.774, -0.0006, 0.0027, 0.0026
Si, 8.0636, 5.2971, 13.5218, 0.0013, -0.0016, 0.0029
Si, 1.9555, 3.7133, 14.8367, 0.0031, -0.0172, -0.0792
Si, 3.8659, 1.317, 14.5589, -0.0191, 0.0207, -0.063
Si, 0.9257, 9.8019, 15.0583, -0.0141, 0.0176, -0.097
Si, 4.2752, 6.4047, 14.8579, 0.0207, -0.0001, -0.0815
Si, 6.3836, 4.1134, 14.6791, -0.0045, 0.0195, -0.0811
Si, 9.9187, 1.4626, 15.0574, 0.0003, -0.0255, -0.0796
Si, 7.2662, 9.1106, 15.1, 0.0124, -0.0168, -0.0823
Si, 9.2608, 6.6218, 15.0016, -0.0109, 0.0271, -0.0699
Si, -22.9432, -17.6494, 17.0287, -0.0067, 0.0055, -0.1902
Si, 3.9946, -13.3359, 18.71, -0.0159, -0.0095, -0.1583
Si, -9.745, -2.6394, 17.7442, 0.0304, -0.0097, -0.1767
Si, 25.8904, -10.6112, 19.369, 0.0294, -0.0404, -0.1741
Si, 10.5419, 14.0995, 19.7289, -0.0019, -0.0065, -0.2155
Si, -7.1512, 1.3157, 25.4991, 0.0116, -0.0214, -0.1601
Si, 7.6013, -2.2245, 24.3291, 0.0094, 0.0125, -0.1975
Si, -16.2151, 10.7634, 23.8599, 0.0255, 0.0093, -0.1974
Si, 9.7746, 9.7401, 19.2625, 0.0208, 0.0012, -0.1952
Si, -23.1242, 19.1108, 21.8469, 0.0124, 0.0024, -0.2101
Si, 23.0889, -10.177, 20.2189, -0.0116, 0.0248, -0.1861
Si, 6.0581, -6.3724, 21.7739, -0.0268, -0.0248, -0.2212
Si, -9.8251, -11.8158, 22.7274, -0.0007, 0.0065, -0.2194
Si, 25.1362, -2.3876, 24.346, -0.0098, 0.027, -0.1807
Si, -10.2584, 12.0735, 24.7574, -0.0022, -0.0228, -0.1819
Si, 6.8985, -29.082, 17.5882, 0.0196, 0.015, -0.1786
Si, -27.9873, 5.3998, 19.0625, -0.0396, 0.0077, -0.2116
Si, -16.4455, 28.1681, 24.1964, 0.016, -0.0269, -0.2058
Si, -4.9341, 23.1998, 21.3182, 0.007, 0.019, -0.2128
Si, -2.7988, 12.1468, 19.173, -0.0004, 0.0231, -0.1696
Si, -12.6251, 5.0497, 21.9037, 0.015, -0.0053, -0.2273
Si, 16.0758, -11.4319, 16.8028, 0.0406, -0.0047, -0.186
Si, 13.2361, -16.1248, 17.1441, -0.007, -0.0055, -0.1668
Si, -1.0207, 14.6751, 24.7855, -0.0085, 0.014, -0.2167
O, 9.8577, -16.3129, -11.2038, 0.0147, -0.0567, 0.088
O, -12.0861, 2.6561, -11.035, -0.0092, 0.0583, 0.0972
O, -12.7184, 8.8472, -6.8425, -0.0089, -0.0475, 0.1366
O, 19.2368, 8.351, -1.5165, 0.0087, -0.0032, 0.1413
O, -5.6993, 5.884, -1.5264, 0.0089, -0.0319, 0.1527
O, 8.6352, 10.7149, -8.6617, 0.0088, -0.0042, 0.0676
O, -4.3827, 9.6237, -0.2321, -0.0053, 0.0087, 0.0503
O, -4.1971, 31.6028, -10.7982, -0.038, 0.0275, 0.0914
O, 21.4516, -13.0467, -9.0041, -0.0525, 0.0354, 0.0949
O, -14.9726, 15.0838, -0.4189, 0.0005, -0.0041, 0.0436
O, -2.1568, 2.9901, -1.5976, -0.0394, -0.0149, 0.1096
O, 10.4247, 5.0367, -1.5641, 0.0273, 0.0262, 0.112
O, 0.0211, 10.7489, -7.4632, 0.0272, 0.0167, 0.0752
O, 15.2668, 8.9963, -10.0378, -0.0228, -0.0198, 0.0967
O, -10.7698, -2.0286, -5.2247, 0.0219, 0.0155, 0.0818
O, -0.121, 3.9768, -8.9727, 0.0185, -0.0293, 0.1399
O, 1.51, 20.0141, 16.4224, 0.0072, -0.0401, 0.1312
O, -5.2715, -16.5978, 23.1755, -0.0222, 0.0638, 0.1421
O, 3.9436, -3.7742, 23.7374, -0.0019, 0.008, 0.0635
O, 10.7549, 0.7686, 26.1223, -0.0096, -0.0269, 0.1171
O, -9.0874, 10.9274, 21.6271, -0.0079, -0.0494, 0.146
O, -4.8515, 2.904, 21.9443, 0.0017, 0.0159, 0.0708
O, 3.3991, 6.5282, 16.2409, -0.0365, -0.0105, 0.103
O, -8.5165, 8.3677, 18.7989, 0.0184, 0.0098, 0.0691
O, 13.1448, 1.0416, 24.8754, 0.0257, 0.0115, 0.0689
O, 5.4507, 5.3347, 15.2265, -0.0029, -0.0043, 0.0432
O, 15.8656, 11.3766, 18.0151, -0.0318, 0.0231, 0.1196
O, -9.1901, 26.2174, 16.2775, 0.0048, 0.0384, 0.099
O, 9.2949, 4.4324, 23.4034, 0.0288, -0.0488, 0.1747
O, -8.8366, 30.8137, 23.602, 0.0466, -0.0318, 0.0957
O, -3.5929, 11.8911, 20.5378, -0.0479, -0.0012, 0.1127
O, -16.7593, -16.7988, 20.5949, 0.0537, -0.0294, 0.159
O, 10.873, 0.1944, 15.56, 0.0072, -0.005, 0.0437
O, -18.6048, 5.1049, 18.4545, 0.0472, -0.0106, 0.096
O, 3.6263, -8.1468, 26.2249, -0.0199, 0.0305, 0.0807
O, 4.4494, -1.2398, 24.1063, -0.0126, -0.0133, 0.0618
O, -1.5517, -8.6929, 19.4923, 0.0137, 0.0041, 0.0678
O, 4.6711, 22.0522, 15.5226, 0.029, -0.0382, 0.1013
O, 4.4002, -12.1738, 19.7817, 0.0017, 0.0272, 0.0803
O, -9.7765, -4.2347, 17.4525, -0.0077, 0.0216, 0.0588
O, -14.6893, -8.7764, 18.2321, 0.0228, -0.051, 0.0883
O, -12.1958, -4.2777, 21.8252, -0.0045, 0.0022, 0.064
O, 16.6062, -17.2519, 18.1695, -0.0309, 0.0258, 0.0903
O, 11.086, 21.8757, 23.6331, -0.0085, 0.0528, 0.1137
O, 12.2257, 20.5527, 26.9702, -0.0049, -0.0009, 0.0474
O, 13.8418, -8.4073, 15.2833, -0.0009, 0.005, 0.0388
O, 1.4713, 14.9074, 26.9623, 0.0086, -0.0003, 0.037
O, 0.1323, -8.1956, 24.3944, -0.0024, 0.0007, 0.0656
O, -14.1803, -16.8444, 21.4215, 0.0105, 0.0067, 0.073
O, 10.1385, -17.5143, 20.8872, -0.043, 0.0546, 0.1311
O, -5.1083, -21.5735, 22.3209, -0.011, -0.0543, 0.1505
O, 26.4091, -9.4909, 20.3854, 0.0354, 0.0252, 0.1017
O, 4.7676, 7.0375, 18.9837, 0.0141, -0.018, 0.0589
O, -13.4915, 4.3899, 17.739, -0.0171, -0.0052, 0.0678
O, -4.3667, -14.289, 24.079, -0.0017, 0.0026, 0.0638
O, 8.2624, -3.0339, 15.5622, -0.0032, 0.0046, 0.0372
O, -7.7469, 8.193, 25.9141, -0.0253, -0.0036, 0.1421
O, 4.9779, 1.28, 24.4584, -0.0409, 0.0221, 0.0914
O, -9.9699, 2.2959, 20.2166, 0.0137, -0.0185, 0.0636
O, 13.4178, -21.2489, 19.1566, -0.0289, 0.008, 0.0748
O, -4.183, 3.2512, 16.0162, 0.0105, -0.0128, 0.1261
O, 4.1918, 11.0846, 26.5798, 0.0309, -0.023, 0.09
O, -3.9405, 10.1517, 24.4122, 0.0078, -0.013, 0.0657
O, -2.2765, -45.7546, 23.0772, -0.06, 0.0119, 0.131

Results
free energy: -113254.828 eV
free energy less fixed offsets of O -570.45, Si -639.56 eV per atom: 1.172 eV

The program warned: the cutoff lies below the one the program advises for these potential files; the forces do not sum to zero within the program's tolerance; empty levels may hold ghost states of the PAW files; the exchange-correlation potential is rough where the density is thin.
